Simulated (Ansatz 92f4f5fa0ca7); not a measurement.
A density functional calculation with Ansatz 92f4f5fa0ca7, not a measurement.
Periodic cell of 258 atoms, Si144O114, from a study of silicon, its oxide and their interface. The atomic structure is a simulated model.
This geometry differs little from another in the collection (a relaxation step or a small displacement).

Settings: functional r2SCAN; potential files Ansatz PAW; basis plane waves; wave-function cutoff 800 eV; density cutoff ratio 5; exchange-correlation grid ratio 1; k mesh 1 x 1 x 1, shifted by 0.5 0.5 0 of a step; self-consistency stop 1e-10 eV per atom in the density residual; occupations fixed; spin none; net charge 0.

Cell vectors (angstrom)
a	10.88	0	0
b	0	10.88	0
c	-3.1534	-4.6593	36.31

Atoms and the computed forces on them: element, x, y, z (angstrom), force x, y, z (eV/angstrom)
Si	7.3076	0.8201	1.4935	-0.0029	0.0039	-0.0328
Si	10.0331	3.6396	1.5795	-0.0013	0.0026	-0.002
Si	6.3185	7.3168	1.5917	0.0054	-0.0025	0.0015
Si	9.0078	-0.8837	1.5163	0.0078	-0.0061	-0.0275
Si	3.5892	-0.6018	-1.0253	-0.002	0.0017	-0.0499
Si	3.877	4.365	1.5154	0.0051	-0.0018	-0.0254
Si	12.5435	6.5244	1.4724	-0.0054	0.0122	-0.0408
Si	4.6072	-1.9136	1.5515	-0.0035	0.0069	-0.0258
Si	8.2403	2.6291	2.7299	0.0067	0.0035	-0.0006
Si	10.9641	5.3984	2.7981	-0.0025	-0.0075	-0.0012
Si	8.1145	-2.6478	2.7855	-0.0024	-0.0018	-0.0023
Si	10.8353	0.1052	2.6504	0.0058	0.005	0.0035
Si	2.6588	2.7625	2.7069	-0.0049	-0.002	-0.0003
Si	5.4203	5.528	2.8278	0.0023	0.0058	0.0025
Si	13.6742	8.115	2.7725	-0.0012	-0.0005	0.0033
Si	5.5105	-0.0706	2.7259	0.0001	-0.0008	-0.0025
Si	6.8379	4.0641	4.009	-0.0029	-0.0007	0.0007
Si	9.519	6.7935	4.0314	0.0024	0.0017	-0.0072
Si	6.7983	-1.3537	4.2326	0.0014	-0.0013	-0.0008
Si	9.5325	1.3306	4.1902	-0.0002	0.002	-0.0032
Si	12.2823	4.0798	4.2089	0.0002	0.0022	-0.0062
Si	14.9441	6.8001	4.2468	-0.0002	-0.0002	-0.0028
Si	12.2455	9.5628	3.9705	0.0011	-0.0011	-0.0017
Si	4.0713	1.3423	3.9808	-0.0017	0.0001	0.0026
Si	5.4428	2.7131	5.3667	0.0026	0.0001	-0.0049
Si	8.1692	5.4224	5.4065	0.0022	-0.0024	0.0009
Si	5.4351	8.1621	5.5513	0.0007	-0.0024	-0.0028
Si	8.1709	0.0017	5.5342	0.0037	0.0001	0.0008
Si	10.9021	2.7031	5.509	0.0001	-0.0026	0.0004
Si	13.6091	5.4337	5.5595	-0.0026	-0.0017	0.0006
Si	10.8897	8.1805	5.3665	0.0002	0.0006	-0.0031
Si	13.6132	-0.0012	5.3892	-0.0012	0.0024	0.0022
Si	6.7881	1.3857	6.8039	0.0003	0.0018	0.0019
Si	9.5076	4.0719	6.8005	0.0016	0.0016	0.0012
Si	6.8217	6.7683	6.8155	-0.0008	-0.0022	0.0023
Si	9.5546	9.5038	6.8	0.0021	-0.0011	0.0008
Si	12.2931	1.342	6.8157	0.0031	0	0.0015
Si	4.1247	4.0548	6.8077	0.0025	-0.0017	0.001
Si	12.2113	6.8275	6.8041	-0.0009	0.0003	0.0022
Si	14.9457	-1.3272	6.8335	-0.0033	-0.0009	0.0004
Si	8.1544	2.7217	8.176	-0.0017	-0.0015	0.0002
Si	10.8632	5.426	8.1406	0.0044	0.0027	0.0001
Si	8.1773	8.1552	8.1363	0.0048	-0.0023	0.0013
Si	10.9079	-0.0069	8.153	-0.0015	-0.0012	0.0003
Si	2.7747	2.7137	8.1745	0.0007	0.0004	0.0003
Si	5.4533	5.4188	8.1757	0.0017	-0.0015	0.002
Si	13.5663	-2.6933	8.1651	-0.0007	0	-0.0022
Si	5.4616	0.0202	8.1791	0.0018	0.0008	-0.0033
Si	6.8074	4.0725	9.5404	0.0019	-0.0008	0.0002
Si	9.5214	6.8024	9.4652	-0.0004	-0.0008	-0.0012
Si	6.8369	9.5172	9.5184	-0.0035	0.0003	0.0005
Si	9.5391	1.3391	9.5135	0.0057	0.0007	0.0023
Si	12.2238	4.0453	9.4956	-0.0036	-0.009	0.0033
Si	4.0478	6.7968	9.4863	-0.0002	0.004	0.0013
Si	12.2324	-1.3376	9.5488	0.0019	-0.0025	-0.0002
Si	4.15	1.3913	9.5488	0.0017	-0.0016	0.0025
Si	5.5304	2.7024	10.9627	-0.0065	-0.0014	0.0016
Si	8.168	5.4741	10.8115	-0.0006	-0.0013	0.0058
Si	5.4117	8.1694	10.8261	-0.0023	0.0082	0.0039
Si	8.262	-0.061	10.9088	-0.0056	-0.003	0.0043
Si	10.9034	2.6584	10.9081	0.004	0.0064	0.0062
Si	13.5398	5.4438	10.831	0.0012	0.013	0.0047
Si	10.8476	8.135	10.8401	0.0001	0.0021	0.0011
Si	13.6275	0.0562	10.8406	-0.002	-0.0019	0.0014
Si	6.9737	1.302	12.2977	-0.0041	0.004	0.0024
Si	9.5607	4.158	12.1282	-0.0011	-0.0117	0.0035
Si	6.7722	6.8039	12.1462	0.0014	-0.004	0.0046
Si	9.5824	-1.4499	12.3325	0.0082	0.0012	-0.0009
Si	12.2628	1.2646	12.3289	-0.0022	-0.0002	0.002
Si	4.0014	4.0735	12.1493	0.0032	-0.011	0.0052
Si	12.2147	6.8547	12.2167	0.004	-0.0008	0.0039
Si	4.0609	9.5644	12.1751	-0.0019	-0.0028	-0.0038
Si	8.3285	2.8275	13.5711	-0.0059	0.0088	0.0056
Si	10.8122	5.5254	13.5691	0.0058	-0.0072	0.0083
Si	8.0333	8.1488	13.6102	0	-0.007	-0.0003
Si	11.4202	-0.6074	13.6247	0.0037	-0.0058	-0.0078
Si	2.6791	2.7741	13.6102	0.0017	0.0018	-0.0018
Si	5.2789	5.5327	13.4167	0.0055	-0.0052	-0.0055
Si	13.3345	8.4633	13.521	-0.004	0.0013	0.0014
Si	5.447	0.0054	13.5547	-0.0041	0.0016	-0.0003
Si	6.4622	3.8686	14.5932	0.0118	-0.0083	0.0098
Si	8.1187	-0.4413	17.3559	-0.0041	0.0046	0.0571
Si	6.4156	-1.6142	14.9492	0.0018	-0.0003	0.0232
Si	10.2004	2.6298	15.1982	-0.0003	0.0123	-0.0164
Si	4.3125	1.5991	14.8344	-0.001	-0.0022	0.0184
Si	4.0996	7.1336	14.8053	0.0007	-0.0017	0.0252
Si	10.7238	0.4111	15.6726	-0.0023	-0.0072	0.0364
Si	1.2213	4.092	14.9228	-0.0006	0.0015	-0.0074
Si	7.0503	5.6989	23.4412	0.0067	-0.0048	0.0455
Si	9.093	6.5553	14.9327	0.0061	-0.006	0.0112
Si	5.6665	0.067	22.2777	0.0007	-0.0008	0.0482
Si	13.2621	2.5488	24.2529	-0.006	-0.0035	0.0395
Si	9.495	3.8683	17.0335	0.0152	-0.0057	0.0368
Si	13.1662	-0.5279	19.9688	-0.0026	-0.0069	0.0578
Si	9.3021	4.7062	-5.6128	-0.0049	-0.0011	-0.0454
Si	6.3167	6.6785	26.0713	-0.0026	0.0035	0.0111
Si	3.4066	2.0147	21.4304	0.0018	-0.0071	0.0635
Si	13.3936	2.5831	-7.7487	0.003	-0.0049	-0.0191
Si	5.9658	3.8898	-0.6879	0.0058	-0.0023	-0.0562
Si	3.7465	-2.6532	-8.0814	0.001	0.0072	-0.0154
Si	12.0537	1.0832	-0.7834	0.0073	-0.0072	-0.0663
Si	8.8618	4.4039	-0.2676	-0.0035	0.0032	-0.0525
Si	13.5574	5.2795	25.6774	-0.0021	0.001	0.016
Si	7.7896	2.4048	18.7499	-0.0035	0.0058	0.0661
Si	10.4626	2.3808	25.4371	-0.0008	-0.0003	0.0179
Si	12.1006	4.7722	-9.5453	0.0036	0.0009	0.0037
Si	0.8434	1.9505	1.3926	0.0006	-0.0071	-0.0031
Si	10.8272	6.6307	-7.2905	0.0027	0.0037	-0.0209
Si	3.3159	3.4603	18.6289	0.0052	-0.0133	0.0556
Si	4.249	-2.5183	21.1162	-0.002	-0.0022	0.054
Si	6.9739	6.6075	-0.5197	0.0009	0.0063	-0.0647
Si	6.4812	6.4995	20.4428	-0.0091	0.0123	0.0615
Si	5.9859	1.1841	-1.3977	-0.0069	-0.0107	-0.0603
Si	3.2263	-0.0476	-9.0952	0.0033	-0.0012	-0.0022
Si	7.6742	4.9763	16.1384	-0.0462	0.005	0.0447
Si	7.0963	1.0589	-8.8446	-0.0015	0.0001	-0.0102
Si	2.8659	7.3796	23.5563	-0.0065	0.0016	0.0396
Si	3.6095	4.1399	-5.2569	0.0031	0.0077	-0.0407
Si	11.236	-2.0238	23.9761	0.0045	-0.0081	0.0405
Si	8.9805	7.0713	25.1533	0.0017	0.0009	0.0197
Si	8.2188	1.1651	21.4594	-0.0002	-0.0086	0.0561
Si	6.2541	4.2073	18.477	0.0019	-0.0113	0.0475
Si	7.9029	2.8591	24.0712	0.0004	0.0067	0.0354
Si	13.258	6.966	-5.604	-0.0038	-0.0086	-0.0445
Si	11.7266	7.4307	-1.3945	-0.0007	-0.0083	-0.0499
Si	6.3411	7.5639	-3.1932	-0.0053	-0.007	-0.0613
Si	2.2487	5.527	16.714	0.0101	0.0016	0.0406
Si	6.4375	0.5659	25.2832	-0.0002	0.0002	0.0287
Si	10.4275	-0.8567	21.2363	0.0114	0.0076	0.0501
Si	10.4444	4.904	-2.7451	0.0123	0.0061	-0.0638
Si	9.9248	-0.944	-1.4496	-0.0125	-0.0048	-0.0757
Si	10.6443	6.7042	17.4416	-0.0031	0.0132	0.0551
Si	8.4424	0.224	-6.2876	0.0027	-0.0004	-0.0442
Si	10.9672	2.0352	-5.8954	-0.0068	-0.0003	-0.0378
Si	12.5549	2.729	-3.3903	0.0004	0.0124	-0.0653
Si	13.5821	-1.5741	25.7449	0.003	0.0054	0.0131
Si	3.598	0.5023	26.0871	-0.0151	-0.007	0.0041
Si	8.9453	-2.6974	19.4753	-0.0086	-0.0017	0.0599
Si	7.5246	-0.5983	-3.4854	-0.0007	-0.0003	-0.0609
Si	13.4326	0.8524	17.264	-0.0013	-0.0027	0.0544
Si	9.083	-2	-8.2143	-0.001	-0.0006	-0.01
Si	3.2997	8.1411	-3.0142	0.0023	-0.0136	-0.0563
Si	6.5019	7.162	-7.9875	-0.0029	0.0048	-0.019
Si	6.5164	5.417	-5.3238	-0.0027	-0.0039	-0.0433
O	8.3691	-1.5087	18.5427	-0.0029	0.0148	-0.0322
O	6.8002	-0.4376	-9.4314	-0.0029	0.0012	-0.0015
O	7.5833	0.9602	17.9994	0.0029	-0.013	-0.0304
O	3.5762	6.1904	16.0387	0.0071	0.0079	-0.023
O	10.2162	3.4549	-6.0248	-0.0003	0.006	0.0146
O	6.5235	0.2912	-2.6039	-0.0142	0.0169	0.0415
O	5.4512	2.7193	15.2423	0.0002	0.0064	-0.0101
O	5.2015	0.4994	26.3143	-0.0043	0.0029	-0.0051
O	11.794	7.2264	0.2044	0.0094	-0.0082	0.0503
O	4.7108	3.6385	0.3008	-0.0151	0.0074	0.0345
O	12.8618	3.4879	-8.9675	-0.0032	0.0004	0.0041
O	12.0403	0.398	16.6218	-0.015	-0.001	-0.0243
O	5.8952	2.7511	-1.8328	0.0039	0.0026	0.0224
O	6.0995	5.037	19.87	0.0007	-0.0148	-0.037
O	6.7908	-1.9632	-3.9516	0.0004	-0.0018	0.025
O	6.082	5.9521	-8.9827	0.0015	0.0027	0.0048
O	13.0143	-0.1964	-0.4579	-0.0046	0.011	0.0162
O	5.3562	-2.5775	-8.0416	-0.0043	-0.0031	0.009
O	2.7543	2.7921	22.6972	0.0068	-0.0031	-0.0351
O	3.1533	-1.1589	-7.9209	0.0005	-0.0029	0.0013
O	9.9014	0.8953	-6.2365	0.0004	0.0022	0.0108
O	4.2372	-1.7114	-0.0488	0.0102	-0.0089	0.0451
O	4.8939	-1.2736	21.8966	-0.0037	-0.0066	-0.0225
O	11.69	5.7187	-8.2986	-0.002	0.0021	0.0045
O	3.3939	1.3878	-8.3828	-0.0023	0.004	0.0034
O	3.0348	5.9628	24.2727	0.0037	0.0081	-0.0158
O	12.1611	7.6782	23.3457	0.0011	0.0026	-0.0144
O	7.7219	4.3679	-5.6006	0.0047	0.0039	0.0169
O	9.4756	4.0568	-1.7438	-0.0143	-0.0002	0.0555
O	3.0309	-1.9168	20.2734	-0.0098	0.0074	-0.0258
O	3.4669	-2.3262	24.5082	-0.0026	-0.0088	-0.0174
O	2.7684	5.4296	0.9041	0.0043	-0.0033	0.0163
O	13.2323	7.3484	-1.9759	-0.0136	0.0006	0.0225
O	5.9748	6.1791	24.5617	0.003	-0.004	-0.0183
O	12.1201	5.7936	26.1691	0.0012	-0.0007	-0.0039
O	8.4783	5.9998	-0.2847	-0.0045	0.0028	0.0235
O	12.1382	1.9286	-6.9851	-0.0092	0.0012	0.015
O	9.5165	-0.8807	-9.3084	-0.0021	0.0016	-0.0005
O	10.9322	-0.9857	22.7726	-0.0083	0.0087	-0.0355
O	9.9311	0.8893	25.7456	0.0005	0.0037	-0.0026
O	7.6382	-0.309	25.9147	-0.0043	0.0022	-0.0065
O	4.4917	0.7222	-1.0239	0.004	-0.0041	0.0146
O	3.0933	3.1087	-4.1014	-0.0098	-0.0083	0.0305
O	9.6743	6.1317	26.2555	-0.0042	0.0035	-0.0044
O	4.8781	1.4315	21.8394	-0.0058	0.0047	-0.0171
O	6.9869	-1.0048	16.3496	-0.0048	-0.0051	-0.0238
O	3.279	7.254	-6.9023	-0.0032	-0.0018	0.0138
O	9.4451	-2.0933	20.8901	-0.0083	-0.0136	-0.0308
O	3.3787	3.0939	20.2114	-0.0016	0.0161	-0.0506
O	7.4198	3.6767	0.0129	0.0096	-0.0021	0.018
O	7.0829	0.0186	21.5027	0.0084	0.0033	-0.0228
O	3.2585	7.6704	-9.4999	0.0051	-0.0029	-0.0018
O	12.0489	-1.3603	25.2202	-0.0043	-0.0073	-0.0136
O	10.2264	7.4697	18.7843	0.0118	-0.0128	-0.0407
O	10.8143	6.2929	-2.0508	0.0066	0.0194	0.0254
O	11.806	4.0993	-3.0104	-0.0075	0.0038	0.0248
O	9.2806	2.9255	18.3488	0.0012	0.019	-0.036
O	8.4385	1.5215	-9.6145	0.0001	-0.0007	-0.0003
O	10.4468	5.0928	17.575	-0.0091	-0.0009	-0.027
O	7.7822	2.2484	20.3596	-0.0046	0.0139	-0.0432
O	8.3294	1.8365	22.9092	0.0021	-0.012	-0.0334
O	7.6637	7.5582	25.9498	0.002	0	-0.0062
O	7.3909	0.9959	-7.2626	0.0046	-0.002	0.0124
O	6.941	0.9985	-0.1065	0.0054	-0.0055	0.049
O	7.0114	7.6958	-1.7184	0.0098	-0.0137	0.053
O	11.5907	-0.8262	20.1152	0.0095	-0.0008	-0.0216
O	5.9427	2.1188	-9.2396	-0.0002	-0.0019	-0.0022
O	13.321	2.3504	17.8492	-0.0054	-0.013	-0.0241
O	5.2608	-2.7225	15.358	-0.0054	-0.0031	-0.0096
O	6.4894	6.5247	-6.5047	-0.0025	-0.0068	0.0221
O	10.6142	0.5205	-1.2999	0.0076	0.0102	0.0187
O	9.2092	-1.3454	-0.0568	-0.0101	0.0032	0.0492
O	9.7683	7.3387	16.2356	-0.0143	-0.0131	-0.0239
O	3.6617	7.3011	22.1752	0.0094	0.0051	-0.0319
O	6.6595	6.3294	22.0314	-0.0045	0.0044	-0.0464
O	2.7273	5.4837	-5.0799	-0.0001	0.0014	0.0127
O	7.868	7.8449	-8.519	-0.0007	0.0002	0.004
O	10.4064	7.9806	-8.0429	0.0014	-0.0023	0.006
O	3.3843	3.4692	-6.7156	0.0041	0.008	0.0202
O	5.9837	5.4371	-1.1503	0.002	-0.0006	0.0246
O	3.4693	-1.2071	-2.5208	0.0011	0.0142	0.0363
O	12.7521	1.8998	-2.0144	-0.011	-0.0171	0.0538
O	3.7527	0.8297	16.1785	0.0054	-0.0007	-0.0225
O	2.8169	-0.1434	18.496	0.0015	0.0121	-0.0456
O	7.83	7.0563	19.7579	0.0137	0.0054	-0.023
O	8.8763	-0.9028	-2.6656	0.0205	0.0004	0.0343
O	4.8406	3.5074	18.1015	0.0005	0.0036	-0.0223
O	9.7129	5.2074	-4.1401	0.0065	-0.0015	0.0439
O	5.9461	0.0057	23.8612	-0.0035	-0.0016	-0.0273
O	9.6391	0.5364	21.0716	-0.0006	-0.0025	-0.016
O	13.4524	0.6936	20.9981	-0.0046	-0.0082	-0.0199
O	13.5198	8.0926	-4.484	0.0084	0.0109	0.0392
O	12.2088	6.8332	17.0679	-0.0039	-0.0068	-0.0194
O	6.8453	6.2461	-3.9719	-0.0005	0.0185	0.0368
O	11.0714	-2.0295	-1.7762	-0.0014	-0.0037	0.0176
O	9.5277	5.8541	-6.7297	-0.0034	-0.0081	0.0156
O	8.6585	-1.2787	-6.8284	-0.001	0.0081	0.0133
O	9.8712	-2.5904	24.6103	0.0019	0.0027	-0.015
O	9.257	3.2891	24.8442	-0.005	-0.0004	-0.0096
O	11.6684	2.3082	24.3664	0.0023	-0.0006	-0.0108
O	2.7754	3.7126	25.3196	0.0003	-0.0032	-0.0104
O	11.6181	1.8808	-4.4171	0.0113	0.0063	0.0337
O	7.1142	4.0901	23.4063	-0.0029	0.0012	-0.0146
O	6.678	5.3875	17.4116	0.0357	-0.0067	-0.0527
O	6.918	2.1073	25.1158	0.0027	0.002	-0.0168
O	11.7061	7.0191	-5.998	0.0067	0.0035	0.0148
O	4.74	7.4388	-3.0861	-0.001	0.0047	0.021
O	8.5249	6.2136	23.8659	-0.0058	-0.0067	-0.015
O	9.4875	-0.2535	16.5058	0.017	0.0067	-0.0284
O	3.2376	1.2515	24.6883	-0.0024	0.0097	-0.0131
O	7.8377	0.245	-4.8109	-0.0078	-0.0064	0.0355
O	5.1654	4.5503	-5.1519	0.0022	0.0007	0.0125
O	5.3038	7.5824	20.1837	0.0117	-0.0091	-0.0234
O	13.5089	4.8549	18.1605	-0.0062	0.0103	-0.029

Results
free energy: -157132.342 eV
free energy less fixed offsets of O -570.45, Si -639.56 eV per atom: -4.402 eV

The program warned: the cutoff lies below the one the program advises for these potential files; the forces do not sum to zero within the program's tolerance; empty levels may hold ghost states of the PAW files; the exchange-correlation potential is rough where the density is thin.
